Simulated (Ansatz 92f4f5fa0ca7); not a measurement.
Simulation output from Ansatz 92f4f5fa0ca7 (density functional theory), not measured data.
Periodic cell of 222 atoms, Si131O89B2, from a study of silicon, its oxide and their interface. The atomic structure is a simulated model.

Settings: functional PBE; potential files Ansatz PAW; basis plane waves; wave-function cutoff 700 eV; density cutoff ratio 5; exchange-correlation grid ratio 1; k mesh 2 x 2 x 1, shifted by 0.5 0.5 0.5 of a step; self-consistency stop 5e-08 eV per atom in the density residual; occupations fixed; spin none; net charge 0.

Cell vectors (angstrom)
a  10.938  0  0
b  0  10.938  0
c  0  0  32.1988

Atoms: element, x, y, z (angstrom)
Si  10.6448  0.2733  24.8596
Si  5.7667  10.6753  24.7667
B  2.8979  2.4812  24.8263
Si  8.4776  2.5345  24.8319
B  -0.1562  5.6193  25.0302
Si  5.1184  5.6998  24.7045
Si  2.8883  7.9737  24.6273
Si  7.9511  8.4217  24.7857
Si  1.4403  1.4782  25.9509
Si  6.8793  1.3455  26.1183
Si  3.9542  3.9753  25.8867
Si  9.692  4.1769  26.0472
Si  1.2844  6.7627  25.9685
Si  6.749  6.8208  26.0529
Si  4.0864  9.5314  26.0025
Si  9.5057  9.6003  26.1546
Si  2.7208  0.0124  27.3402
Si  8.17  -0.0083  27.5483
Si  0.0589  2.7603  27.4238
Si  5.427  2.7492  27.3498
Si  2.6855  5.4064  27.3535
Si  8.1888  5.462  27.3798
Si  0.0019  8.1922  27.3962
Si  5.4324  8.2009  27.4486
Si  4.0876  1.3653  28.7395
Si  9.6022  1.386  28.792
Si  1.3683  4.1111  28.8158
Si  6.8159  4.0955  28.7449
Si  4.0623  6.7906  28.747
Si  9.5533  6.8343  28.7609
Si  1.3741  9.5758  28.7458
Si  6.7883  9.5527  28.8477
Si  0.0109  -0.0049  30.1442
Si  5.4419  0.0194  30.1583
Si  2.7411  2.7298  30.1451
Si  8.1999  2.7403  30.1356
Si  -0.0126  5.4794  30.1494
Si  5.4621  5.4671  30.1329
Si  2.7309  8.1959  30.1273
Si  8.2041  8.1954  30.1566
Si  1.3673  1.3673  31.515
Si  6.8362  1.3673  31.515
Si  4.1018  4.1018  31.515
Si  9.5708  4.1018  31.515
Si  1.3673  6.8362  31.515
Si  6.8362  6.8362  31.515
Si  4.1018  9.5708  31.515
Si  9.5708  9.5708  31.515
Si  2.7345  0  0.6835
Si  8.2035  0  0.6835
Si  0  2.7345  0.6835
Si  5.469  2.7345  0.6835
Si  2.7345  5.469  0.6835
Si  8.2035  5.469  0.6835
Si  0  8.2035  0.6835
Si  5.469  8.2035  0.6835
Si  4.1228  1.3597  2.0567
Si  9.5651  1.3583  2.0549
Si  1.3664  4.1228  2.0386
Si  6.8466  4.0877  2.0612
Si  4.103  6.8308  2.0563
Si  9.5761  6.8392  2.0531
Si  1.3795  9.5519  2.0544
Si  6.8276  9.5921  2.0525
Si  -0.0073  -0.0318  3.3936
Si  5.4887  0.0131  3.4746
Si  2.7732  2.7833  3.3677
Si  8.1899  2.6994  3.4526
Si  0.0172  5.4822  3.4357
Si  5.4807  5.4665  3.412
Si  2.7665  8.21  3.4509
Si  8.2049  8.2277  3.3857
Si  1.391  1.3917  4.64
Si  6.8433  1.3522  4.9116
Si  4.1533  4.0873  4.8083
Si  9.5729  4.0875  4.7661
Si  1.4107  6.8352  4.8223
Si  6.8242  6.8886  4.7368
Si  4.1338  9.5791  4.8518
Si  9.5545  9.5535  4.7965
Si  2.7449  0.1119  6.0701
Si  8.2022  -0.0592  6.2726
Si  0.0246  2.6764  6.0476
Si  5.4737  2.7285  6.2988
Si  2.8115  5.4804  6.184
Si  8.1709  5.4821  6.0508
Si  0.0107  8.19  6.1611
Si  5.5273  8.2239  6.2405
Si  3.8348  1.5762  7.6131
Si  9.8328  1.1455  7.4578
Si  1.6262  3.8029  7.3167
Si  6.6461  4.4197  7.4901
Si  4.4007  6.6374  7.5534
Si  9.365  6.951  7.4136
Si  1.1369  9.9225  7.3041
Si  7.1583  9.2297  7.681
O  8.3147  8.0938  7.9269
O  2.7153  2.7413  7.9588
O  9.567  1.4033  24.2821
O  4.0116  6.8287  24.1705
O  0.0229  0.0311  7.963
O  5.519  5.5124  8.0429
O  6.8619  9.5461  24.2605
O  3.8556  7.3953  8.9412
O  0.8126  4.3755  8.6127
O  9.8116  6.1733  8.8081
O  2.102  9.3929  8.521
O  7.4995  3.93  8.8179
O  4.2614  0.9353  9.0879
O  6.7314  9.5552  9.2398
O  9.2019  1.8615  8.8054
O  7.7121  3.1592  23.5141
O  10.3932  5.9017  23.768
O  5.2274  0.3764  23.3465
O  5.8885  5.1391  23.3563
O  3.215  2.0253  23.5831
O  2.3165  8.732  23.2493
O  8.589  7.7796  23.3994
O  0.2126  10.3357  23.5749
Si  4.4369  1.536  22.5454
Si  3.4844  7.9377  14.0564
Si  7.1178  0.9666  14.6899
Si  0.9481  9.3276  22.5533
Si  1.171  4.3115  11.8994
Si  6.253  8.9758  15.3597
Si  0.6712  1.3681  12.3158
Si  8.6498  4.908  20.5728
Si  0.3244  5.713  9.3707
Si  5.1019  3.1217  17.9771
Si  0.8727  3.7426  16.7697
Si  10.4003  2.8039  19.2509
Si  5.2746  1.1866  10.3661
Si  0.8883  0.1493  19.8691
Si  6.6408  9.4601  10.8774
Si  9.33  9.6799  18.3404
Si  9.3837  9.2448  12.5927
Si  6.5646  3.8637  22.6072
Si  2.4352  8.0745  9.3923
Si  10.606  7.3772  17.1065
Si  2.5184  6.2992  16.6089
Si  10.1627  4.4925  14.2083
Si  6.1277  9.2003  18.5581
Si  7.9633  2.5749  9.5892
Si  8.8708  2.1452  12.4668
Si  5.3529  6.2509  18.1051
Si  3.9194  0.5746  19.5336
Si  4.272  3.8399  12.0781
Si  5.5371  6.6078  12.1628
Si  8.0159  2.4929  17.2559
Si  4.3544  2.4823  14.9962
Si  1.5377  1.2141  15.2762
Si  1.564  9.4108  12.0617
Si  8.0366  6.8568  13.9084
Si  10.3761  9.839  15.5062
Si  9.8095  6.9917  22.6768
Si  8.1509  5.498  17.484
O  6.0423  7.9591  11.3086
O  5.9919  9.225  16.9393
O  7.6737  1.3614  13.2146
O  0.8919  1.7489  13.8862
O  9.4642  6.2456  16.9079
O  6.7472  6.2137  13.1726
O  5.1494  4.6615  18.6402
O  9.2277  2.1076  18.303
O  2.3801  0.0918  19.1205
O  9.396  10.2291  16.7797
O  2.7814  4.4335  11.7429
O  5.0733  10.3435  19.184
O  9.4104  3.2459  13.5095
O  0.4704  1.7409  19.988
O  3.1529  1.3576  15.0826
O  8.2525  5.4447  19.1013
O  3.9147  6.5884  17.405
O  4.5586  3.2749  16.4263
O  9.0446  5.665  14.3499
O  5.3939  2.8016  22.2071
O  10.6676  4.1333  15.7
O  0.3201  3.8447  18.3057
O  10.4277  10.5147  19.221
O  9.639  10.029  14.0491
O  10.9443  8.0415  22.1838
O  1.1997  2.1636  16.5512
O  9.7174  3.6784  20.4497
O  8.1572  4.037  16.7786
O  -0.0487  9.0968  11.9293
O  6.5793  2.4003  18.0286
O  5.5775  10.7177  11.2089
O  7.7445  9.5991  18.8697
O  10.0221  1.0247  12.0829
O  1.3104  6.9594  9.0796
O  0.6058  4.774  13.3657
O  5.6921  7.6373  19.0214
O  5.23  5.0892  11.5511
O  2.7139  6.9892  15.1451
O  0.9031  2.7456  11.4869
O  0.8539  10.6904  15.5733
O  2.3996  8.5851  10.9312
O  4.6942  2.4328  11.2988
O  4.2476  3.5131  13.7109
O  2.1828  4.6945  16.5267
O  10.7103  8.2545  15.7241
O  6.9241  10.2995  14.713
O  2.3344  8.9557  13.4476
O  8.039  1.5434  15.9233
O  4.1232  7.0067  12.8814
O  4.1828  2.0242  18.7881
O  7.2676  4.3934  21.2488
O  8.406  2.9241  11.1166
O  1.2013  6.8943  17.3998
O  5.6559  1.5882  14.7925
O  8.1253  9.7514  11.6088
O  9.3041  6.1399  21.4047
O  8.9489  7.7189  12.8989
O  1.6426  0.1181  11.8989
O  6.6863  6.1628  17.1396
O  7.38  7.8064  15.0844
O  1.1966  10.2235  21.2212
O  10.0209  8.201  18.3791
O  3.8889  0.9014  21.1534
O  0.3354  5.3333  10.9402
O  6.6918  1.5744  9.6579
O  4.7678  8.7176  14.7153

Results
free energy: -134223.562 eV
free energy less fixed offsets of B -155.45, O -569.03, Si -635.61 eV per atom: -4.082 eV

Forces (eV/angstrom), in the order of the atoms: element, x, y, z
Si  -0.0283  -0.0097  -0.0433
Si  0.0256  -0.0218  -0.021
B  -0.005  -0.037  -0.0839
Si  0.002  -0.0337  -0.0495
B  -0.0298  -0.0084  -0.083
Si  0.0128  0.0444  -0.024
Si  0.0415  0.0081  -0.0193
Si  -0.0154  0.019  -0.0142
Si  -0.0193  0.013  0.0103
Si  -0.0044  -0.0117  -0.0218
Si  0.0012  0.0327  0.0227
Si  -0.0025  -0.0227  0.0089
Si  0.0319  0.0146  0.018
Si  0.0078  0.0052  -0.0056
Si  -0.0059  0.0019  -0.0029
Si  -0.0093  -0.0072  -0.0254
Si  0.0175  -0.0172  -0.0015
Si  -0.0079  -0.0081  0.0242
Si  0.0064  -0.0032  -0.0037
Si  -0.0031  -0.0033  -0.0026
Si  0.0114  -0.0047  -0.0169
Si  -0.0147  0.0133  -0.0082
Si  -0.0049  -0.0023  -0.0049
Si  -0.0042  0.0024  0.0063
Si  -0.0008  -0.0019  -0.0094
Si  -0.0021  0.003  -0.0054
Si  -0.0016  -0.0025  -0.0086
Si  0.0067  -0.0031  0.0038
Si  0.003  0.0094  -0.0055
Si  0.003  -0.0043  -0.0114
Si  -0.0005  0.0003  0.0019
Si  0.0033  0.0024  -0.0299
Si  0.0111  -0.0082  -0.0075
Si  -0.0104  0.0101  0.0082
Si  0.0156  -0.0093  0.0097
Si  -0.0129  0.0101  -0.0099
Si  -0.0106  0.0154  0.0043
Si  0.0004  -0.0097  -0.0062
Si  -0.0082  0.0034  -0.0078
Si  0.007  -0.008  0.0083
Si  0.0695  -0.0325  0.0129
Si  0.0308  0.086  -0.0657
Si  0.0618  -0.0568  -0.0079
Si  -0.0957  0.0577  -0.0347
Si  -0.056  0.0945  -0.0727
Si  -0.043  -0.0869  -0.0021
Si  -0.149  -0.0661  -0.0529
Si  0.0408  0.012  -0.0074
Si  0.0161  -0.0526  0.1168
Si  -0.0511  0.0495  -0.0846
Si  -0.059  -0.0104  0.0604
Si  0.1123  -0.0043  0.015
Si  -0.0216  0.15  -0.1301
Si  0.052  -0.1122  0.1011
Si  0.1066  -0.0791  -0.0143
Si  -0.0149  0.0496  0.063
Si  0.0116  -0.0144  0.0037
Si  -0.0091  0.008  0.0005
Si  -0.0059  0.0084  0.0033
Si  0.0079  -0.01  0.0003
Si  -0.0079  0.0073  0.0022
Si  0.0076  -0.0097  0.0037
Si  0.0125  -0.0084  -0.0003
Si  -0.0085  0.0101  -0.0029
Si  -0.0105  -0.0049  0.0286
Si  0.0002  0.0051  -0.0033
Si  0.0049  0.002  0.0312
Si  -0.0073  -0.0012  0.0128
Si  0.0039  0.0012  0.0129
Si  -0.0088  -0.0058  0.016
Si  -0.007  -0.0008  0.0136
Si  0.0104  0.0033  0.0196
Si  0.0082  -0.0031  -0.004
Si  0.0006  -0.0019  0.001
Si  -0.0009  -0.001  0.0057
Si  -0.0027  -0.0004  0.0099
Si  0  0.0016  0.0025
Si  -0.0082  0.006  0.0059
Si  0.0112  -0.0097  0.0085
Si  -0.0107  0.0006  0.0044
Si  0.0063  0.021  0.0109
Si  -0.007  0.0008  -0.0173
Si  -0.0022  -0.0148  0.0082
Si  -0.0097  0.006  -0.0207
Si  0.0119  0.0093  -0.0059
Si  0.0119  -0.0103  0.0053
Si  -0.0066  0.0106  -0.0098
Si  0.0036  0.0021  -0.0204
Si  -0.0401  0.0039  0.0256
Si  0.0295  -0.0019  0.0312
Si  0.0048  -0.0263  0.0241
Si  0.0057  0.0396  0.034
Si  0.0144  -0.0109  0.0362
Si  -0.0236  -0.0029  0.027
Si  -0.002  0.0295  0.0227
Si  0.0251  -0.0308  0.0448
O  -0.0115  0.0031  0.0183
O  0.01  -0.0152  0.0275
O  0.0021  0.0082  0.0133
O  -0.012  -0.0107  -0.0332
O  -0.0007  0.0045  0.0225
O  0.0018  0.0009  0.0177
O  0.0033  0.0071  -0.0159
O  -0.0043  -0.005  -0.0122
O  0.0064  0.0194  -0.0038
O  0.014  0.0025  -0.008
O  -0.0159  -0.026  0.0067
O  -0.0119  -0.0203  -0.0045
O  0.0054  0.0192  -0.0049
O  0.0024  -0.0101  -0.0059
O  -0.0134  0.0013  -0.0037
O  -0.0022  0.0058  -0.0004
O  0.0053  0.0104  0.0233
O  -0.0186  0.0263  -0.0119
O  -0.0055  -0.0304  0.0056
O  0.0209  0.012  0.0275
O  -0.0314  -0.0104  0.0109
O  0.0244  -0.0108  -0.0087
O  0.0014  0.0175  0.0038
Si  0.0326  -0.0138  -0.0062
Si  -0.0046  -0.0006  -0.0013
Si  0.0042  -0.002  -0.0035
Si  0.0085  -0.0058  -0.0008
Si  -0.0025  0.0064  -0.0061
Si  0.0012  0  -0.0002
Si  0.0034  -0.0014  -0.0087
Si  0.0005  -0.0072  -0.0041
Si  0.0072  0.0077  -0.0075
Si  -0.0025  -0.0005  -0.0041
Si  -0.001  0.0025  0.0023
Si  0.0039  -0.0001  0.0056
Si  0.0048  0.0053  -0.0086
Si  -0.0008  0.0075  0.0023
Si  0.009  0.0006  0.0021
Si  0.0035  -0.0007  -0.003
Si  0.0013  0.0002  -0.0052
Si  -0.0027  0.0074  -0.0013
Si  -0.0118  -0.0049  -0.01
Si  -0.0058  0.0056  -0.0017
Si  -0.0008  0.0008  -0.0043
Si  0.0001  0.0019  0.0014
Si  0.0025  -0.0047  -0.0064
Si  0.0003  -0.0029  -0.0042
Si  0.0002  -0.0017  -0.0066
Si  0.0022  0.0023  0.0028
Si  -0.0097  0.0022  0.0014
Si  -0.0095  0.0041  0.0036
Si  -0.002  -0.0017  0.0031
Si  0.0031  -0.0029  -0.0015
Si  -0.0033  0.0035  -0.0019
Si  0.0007  -0.0028  0.0019
Si  0.0043  -0.0013  -0.0043
Si  0.001  -0.0044  0.0024
Si  -0.0007  -0.0001  -0.003
Si  -0.0178  0.0372  -0.0078
Si  -0.0006  -0.0053  -0.0004
O  -0.0029  0.0079  0.0081
O  0.0108  -0.0051  0.0088
O  0.0147  0.0015  0.0067
O  0.0076  -0.02  -0.0019
O  -0.0028  0.0006  -0.0016
O  0.0127  0.0222  0.0021
O  -0.0001  -0.0045  -0.0116
O  -0.0062  0.0328  -0.0027
O  0.0135  0.0069  0.0104
O  0.0174  -0.0159  0.0138
O  -0.0034  -0.0009  0.0143
O  -0.0049  -0.0015  -0.0091
O  0.007  0.003  -0.0075
O  0.0013  0.015  -0.0111
O  -0.0004  0.0197  0.0024
O  0.0081  -0.013  -0.006
O  -0.0106  -0.0036  -0.003
O  0.0067  -0.0202  0.012
O  -0.0015  -0.0113  0.0051
O  -0.0064  -0.0073  0.0221
O  0.0092  -0.003  0.0069
O  -0.0095  -0.0183  -0.0081
O  0.0011  -0.0099  -0.0062
O  0.0184  -0.0232  0.0089
O  -0.0014  0.0014  0.0234
O  -0.0017  0.0068  -0.0201
O  -0.0158  0.0131  -0.022
O  -0.0003  -0.013  0.0237
O  0.0102  0.0036  0.0111
O  0.0061  0.0129  -0.0158
O  0.0007  0.0024  -0.0067
O  0.0002  0.0072  -0.0093
O  -0.0008  0.0341  0.0227
O  0.004  -0.0041  0.0284
O  -0.006  -0.0178  -0.0004
O  -0.0111  0.0016  -0.011
O  -0.0081  -0.0094  -0.0105
O  0.0091  0.0057  0.0063
O  -0.005  0.003  0.0172
O  -0.0228  0.0011  -0.0039
O  -0.0146  0.0028  -0.0037
O  0.016  0.0017  0.0008
O  0.0007  -0.016  -0.0048
O  -0.0154  -0.001  0.0038
O  -0.0066  0.017  0.0206
O  -0.0096  0.0028  0.0136
O  0.0109  -0.0064  0.0019
O  -0.0194  0.0088  0.0029
O  0.0105  0.0108  0.0096
O  0.0124  -0.0035  0.0021
O  0.0136  -0.0033  0.0212
O  0.0002  -0.0229  -0.0009
O  0.0088  -0.0076  -0.009
O  0.0072  0.0109  0.0058
O  -0.0249  -0.0088  -0.0134
O  -0.0039  -0.0177  0.0039
O  -0.0168  0.0135  0.0172
O  -0.0202  -0.0013  0.0211
O  0.0036  0.0024  -0.0008
O  -0.0029  0.0064  -0.0025
O  -0.0084  -0.01  0.0025
O  -0.0005  0.0113  -0.0249
O  0.0013  0.0068  -0.009
O  0.0138  -0.0085  -0.013
O  -0.0002  0.0171  0.0247
O  0.0013  -0.0083  -0.0026

The program warned: the cutoff lies below the one the program advises for these potential files; the exchange-correlation potential is rough where the density is thin.
